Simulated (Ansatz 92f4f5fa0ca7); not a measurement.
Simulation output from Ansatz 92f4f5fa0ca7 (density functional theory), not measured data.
Periodic cell of 222 atoms, Si131O89As1H1, from a study of silicon, its oxide and their interface. The atomic structure is a simulated model.

Settings: functional PBE; potential files Ansatz PAW; basis plane waves; wave-function cutoff 700 eV; density cutoff ratio 5; exchange-correlation grid ratio 1; k mesh 2 x 2 x 1, shifted by 0.5 0.5 0.5 of a step; self-consistency stop 5e-08 eV per atom in the density residual; occupations fixed; spin none; net charge 0.

Cell vectors (angstrom)
a, 10.938, 0, 0
b, 0, 10.938, 0
c, 0, 0, 32.6866

Atoms and the computed forces on them: element, x, y, z (angstrom), force x, y, z (eV/angstrom)
Si, -0.2212, 0.3108, 25.2869, -0.0058, 0.0069, -0.0251
Si, 5.746, -0.246, 25.2777, 0.0086, -0.0145, -0.0363
Si, 2.495, 3.0224, 25.1791, -0.0092, -0.0024, -0.0283
Si, 8.4981, 2.5329, 25.247, 0.008, -0.0111, -0.0333
Si, 0.2615, 5.2661, 25.1392, 0.0025, -0.0096, -0.0324
Si, 5.2656, 5.7433, 25.1657, -0.0027, 0.0093, -0.0291
Si, 3.0323, 7.9801, 25.2017, 0.0122, -0.0036, -0.0347
Si, 7.9715, 8.4703, 25.2328, -0.009, 0.0064, -0.0279
Si, 1.3795, 1.4455, 26.563, 0.0054, -0.0014, 0.0008
Si, 6.8834, 1.3799, 26.5398, -0.0018, -0.0026, 0.008
Si, 4.1055, 4.1495, 26.488, -0.0027, -0.0039, 0.0128
Si, 9.634, 4.1316, 26.5326, 0, 0.0063, 0.0026
Si, 1.4074, 6.8372, 26.4891, -0.007, -0.0039, 0.0146
Si, 6.8324, 6.8668, 26.5358, -0.0056, -0.0091, 0.0001
Si, 4.1425, 9.5535, 26.5675, -0.0134, -0.005, 0.0045
Si, 9.5709, 9.6102, 26.5397, -0.0054, -0.003, 0.0047
Si, 2.7364, 0.0069, 27.8836, 0.0004, 0.0012, -0.0013
Si, 8.2065, 0.005, 27.9352, -0.0008, -0.0026, -0.011
Si, 0.0022, 2.7585, 27.9435, -0.0009, 0.0013, -0.0058
Si, 5.4628, 2.7465, 27.8639, -0.0021, 0.0022, 0.0076
Si, 2.7371, 5.4727, 27.9061, -0.0002, -0.0002, -0.0084
Si, 8.2085, 5.4733, 27.8765, -0.0006, 0.0014, 0.0065
Si, 0.0098, 8.2002, 27.8642, 0.0033, -0.0022, 0.0072
Si, 5.4771, 8.1929, 27.9449, 0.0023, -0.0048, -0.0069
Si, 4.1018, 1.3673, 29.2684, 0.0604, 0.0675, -0.2092
Si, 9.5708, 1.3673, 29.2684, 0.0274, 0.0581, 0.2471
Si, 1.3673, 4.1018, 29.2684, 0.1322, 0.1619, 0.2676
Si, 6.8362, 4.1018, 29.2684, -0.0119, 0.0024, -0.2564
Si, 4.1018, 6.8362, 29.2684, -0.0707, -0.0878, 0.2254
Si, 9.5708, 6.8362, 29.2684, 0.0635, 0.0461, -0.2347
Si, 1.3673, 9.5708, 29.2684, -0.0142, -0.0134, -0.2271
Si, 6.8362, 9.5708, 29.2684, 0.038, 0.0282, 0.2794
Si, 0, 0, 30.6356, -0.0123, 0.0365, -0.0102
Si, 5.469, 0, 30.6356, 0.0349, -0.0076, -0.0109
Si, 2.7345, 2.7345, 30.6356, -0.0131, 0.0409, -0.0126
Si, 8.2035, 2.7345, 30.6356, 0.024, -0.0273, -0.01
Si, 0, 5.469, 30.6356, 0.0508, -0.0024, -0.0101
Si, 5.469, 5.469, 30.6356, -0.0261, 0.0208, -0.0093
Si, 2.7345, 8.2035, 30.6356, 0.0419, -0.0151, -0.0115
Si, 8.2035, 8.2035, 30.6356, 0.005, 0.0494, -0.0103
Si, 1.3673, 1.3673, 32.0029, 0.0328, -0.0197, 0.0082
Si, 6.8362, 1.3673, 32.0029, -0.0237, 0.0195, -0.0037
Si, 4.1018, 4.1018, 32.0029, 0.0318, -0.0357, 0.0066
Si, 9.5708, 4.1018, 32.0029, -0.0106, 0.0302, -0.0117
Si, 1.3673, 6.8362, 32.0029, -0.0499, 0.0214, -0.0036
Si, 6.8362, 6.8362, 32.0029, 0.0093, -0.0245, 0.0048
Si, 4.1018, 9.5708, 32.0029, -0.0337, 0.0134, -0.0035
Si, 9.5708, 9.5708, 32.0029, 0.0069, -0.0309, 0.0075
Si, 2.7345, 0, 0.6835, 0.0177, -0.0004, 0.0078
Si, 8.2035, 0, 0.6835, -0.0057, 0.0288, 0.0005
Si, 0, 2.7345, 0.6835, -0.0529, 0.0306, -0.0174
Si, 5.469, 2.7345, 0.6835, 0.0217, -0.0112, 0.0087
Si, 2.7345, 5.469, 0.6835, -0.0016, 0.0127, -0.0014
Si, 8.2035, 5.469, 0.6835, 0.0343, -0.0363, 0.0008
Si, 0, 8.2035, 0.6835, 0.0299, -0.0079, 0.0107
Si, 5.469, 8.2035, 0.6835, -0.0072, 0.0123, -0.013
Si, 4.1018, 1.3673, 2.0507, -0.0709, -0.0091, 0.0038
Si, 9.5708, 1.3673, 2.0507, 0.0581, 0.0098, 0.0024
Si, 1.3673, 4.1018, 2.0507, -0.021, -0.0499, 0.0082
Si, 6.8362, 4.1018, 2.0507, -0.0275, 0.0333, -0.0031
Si, 4.1018, 6.8362, 2.0507, 0.056, 0.0114, 0.0112
Si, 9.5708, 6.8362, 2.0507, -0.0417, -0.0092, 0.0077
Si, 1.3673, 9.5708, 2.0507, -0.0152, -0.0112, 0.0196
Si, 6.8362, 9.5708, 2.0507, -0.0336, -0.0667, 0.0185
Si, 0, 0, 3.418, -0.0603, 0.1441, -0.0922
Si, 5.469, 0, 3.418, -0.1449, -0.17, 0.2502
Si, 2.7345, 2.7345, 3.418, -0.193, -0.33, -0.2509
Si, 8.2035, 2.7345, 3.418, -0.0301, -0.0868, 0.134
Si, 0, 5.469, 3.418, -0.049, -0.0105, 0.0791
Si, 5.469, 5.469, 3.418, 0.2128, 0.1176, -0.3732
Si, 2.7345, 8.2035, 3.418, 0.1113, 0.1992, 0.0736
Si, 8.2035, 8.2035, 3.418, -0.0609, -0.094, -0.0617
Si, 1.3696, 1.3439, 4.8022, -0.0039, -0.0017, 0.0059
Si, 6.8366, 1.3408, 4.7991, 0.0104, -0.0107, -0.0044
Si, 4.1106, 4.0892, 4.6986, 0.0057, -0.0029, 0.0102
Si, 9.5732, 4.0901, 4.7924, -0.0036, 0.0014, -0.0092
Si, 1.3664, 6.8576, 4.77, -0.0068, 0.0052, 0.0066
Si, 6.8377, 6.8224, 4.7863, 0.0024, 0.0061, 0.0062
Si, 4.0847, 9.5711, 4.8485, -0.0017, 0.0021, -0.0115
Si, 9.5425, 9.5965, 4.7651, -0.0059, 0.0045, 0.0125
Si, 2.6879, -0.032, 6.2682, -0.0041, -0.0119, -0.0203
Si, 8.1291, -0.0658, 6.2113, 0.0025, 0.0072, -0.0016
Si, -0.0348, 2.6976, 6.1605, 0.0148, 0.0067, -0.0034
Si, 5.412, 2.7079, 6.0791, 0.0104, -0.0023, 0.0093
Si, 2.7534, 5.4417, 6.0313, 0.0051, 0.0209, 0.0005
Si, 8.2079, 5.4386, 6.1644, -0.0037, 0.0015, -0.0138
Si, 0.0146, 8.2623, 6.1067, 0.0236, -0.0041, -0.0064
Si, 5.4285, 8.1398, 6.1944, -0.008, 0.0061, -0.0116
Si, 3.7868, 1.6882, 7.4514, -0.0022, 0.0355, 0.0471
Si, 9.7543, 1.074, 7.4583, 0.0048, -0.012, 0.0247
Si, 1.5805, 3.9356, 7.3502, 0.0161, 0.0031, 0.0265
Si, 6.5848, 4.2295, 7.397, -0.022, 0.0016, 0.0269
Si, 4.3344, 6.4442, 7.4421, 0.012, -0.0239, 0.0393
Si, 9.3706, 7.1175, 7.356, -0.0042, 0.0354, 0.038
Si, 1.0593, 9.7655, 7.6253, -0.0315, 0.0054, 0.0397
Si, 7.0056, 9.2186, 7.5601, 0.0187, -0.0276, 0.0383
O, 1.3669, 4.1238, 24.6449, 0.0002, 0.0075, -0.022
O, 6.8487, 9.5816, 24.7219, 0.0019, 0.0068, -0.0254
O, 2.6689, 2.8231, 7.8936, 0.0026, -0.0113, 0.0246
O, 8.2239, 8.1672, 7.8765, -0.0066, -0.0002, 0.0235
O, 5.5053, 5.3703, 7.8858, -0.0051, -0.0057, 0.0236
O, -0.0562, -0.0095, 7.9801, 0.0046, -0.0067, 0.0264
O, 4.1419, 6.8629, 24.6651, 0.0001, 0.0023, -0.0224
O, 9.5935, 1.3981, 24.7251, -0.0031, 0.0047, -0.026
O, 1.4624, 9.1025, 9.0986, 0.0086, 0.0213, -0.0087
O, 1.1061, 4.8164, 8.6638, -0.0154, -0.0046, -0.0004
O, 9.0505, 1.6499, 8.8279, 0.0017, 0.0141, -0.0036
O, 6.3627, 9.4776, 9.0649, 0.0176, 0.0132, -0.0016
O, 4.425, 1.2294, 8.8935, -0.0245, -0.0042, -0.0023
O, 3.6375, 6.833, 8.8683, 0.0076, -0.0051, 0.0037
O, 7.076, 3.4393, 8.7644, 0.0191, 0.011, -0.0001
O, 10.1632, 6.7326, 8.7491, -0.0037, -0.0221, -0.0009
O, 3.1785, 2.3523, 23.8364, -0.0025, -0.0079, 0.0091
O, 5.0398, 0.423, 23.96, -0.0081, -0.0014, 0.0104
O, 7.8829, 3.2547, 23.9061, -0.0006, 0.0067, 0.0068
O, 10.5511, 5.9492, 23.777, -0.0084, -0.0029, 0.012
O, 8.6233, 7.7983, 23.8822, -0.0001, -0.0088, 0.0062
O, 2.3798, 8.679, 23.8605, 0.0025, 0.0088, 0.0132
O, 5.9523, 5.1007, 23.8072, 0.0095, 0.0004, 0.0078
O, 0.5202, 10.6092, 23.9744, 0.0071, 0, 0.0062
Si, 2.1462, 9.4338, 10.5533, 0.0008, -0.0008, 0.0072
Si, 2.916, 14.0285, 12.2659, -0.0009, -0.0015, 0.0011
Si, 5.2564, 5.0443, 12.2824, 0.004, -0.0015, -0.0049
Si, 3.9108, 1.1338, 23.0342, -0.0032, -0.0047, -0.0013
Si, 8.0897, 7.3133, 16.9104, 0.0028, 0.0005, 0.0004
Si, 7.6437, 3.1481, 12.2952, 0.0014, 0.0003, -0.0062
Si, -3.1007, 12.345, 16.5877, 0.0027, -0.0071, -0.0071
Si, 12.8361, 12.1644, 14.5478, -0.0066, 0.0058, 0.0031
Si, 1.2408, 5.1974, 11.6989, -0.0127, 0.0025, -0.0007
Si, 8.2589, 11.2318, 12.4186, 0.0008, 0.0042, -0.0026
Si, 5.892, 3.3214, 18.0866, -0.0043, -0.0006, 0.0092
Si, 3.7402, 10.1152, 17.7771, 0.0033, -0.0025, 0.0051
Si, 12.2491, 9.3903, 13.4621, -0.0074, -0.0039, -0.0021
Si, 3.6187, 6.9207, 10.4882, 0.0034, 0.0008, -0.0016
Si, 6.4811, 9.9142, 10.6253, 0.0011, -0.0012, -0.0007
Si, 1.6642, 9.9065, 23.0624, 0.0026, 0.0047, -0.002
As, 3.9924, 4.4173, 15.8918, -0.0069, 0.0061, 0.0063
Si, 3.9127, 10.0721, 14.7192, 0.0037, -0.0046, 0.0019
Si, 5.9342, 6.5383, 14.9234, 0.0048, 0.0012, 0.0036
Si, 7.1741, 4.3924, 22.9791, 0.004, 0.004, -0.0014
Si, 11.7962, 4.8625, 14.8377, -0.0037, 0.0017, 0.0037
Si, 8.5423, 3.0851, 9.3855, 0.0094, 0.0095, -0.0139
Si, 6.8242, 9.9682, 17.9711, -0.0021, -0.0035, 0.0001
Si, 8.458, 0.2817, 20.4552, 0.0028, -0.0037, 0.0057
Si, 10.8157, 7.6894, 15.6958, -0.0068, 0.0017, 0.0044
Si, 1.0264, 9.0818, 18.2281, -0.0021, -0.0051, 0.0067
Si, 4.038, 0.8492, 10.4268, 0.0017, 0.0039, -0.0009
Si, 9.11, 3.3971, 14.9503, -0.0017, -0.0015, -0.0041
Si, 6.0632, 2.2092, 21.0356, -0.0015, -0.0004, -0.0019
Si, 9.3385, 6.6738, 22.9421, -0.0047, -0.0011, -0.0034
Si, 10.4772, 8.8699, 21.0133, -0.0036, -0.0023, -0.0045
Si, 10.6352, 5.2999, 9.3255, -0.0106, -0.0072, -0.0089
Si, -2.3859, 4.6863, 17.8634, 0.0065, 0.0068, 0.0026
Si, 1.412, 1.0233, 17.516, -0.0009, 0.0041, 0.0012
Si, 9.9866, 13.1967, 18.7799, 0.0039, 0.0008, 0.0028
Si, 6.4144, -1.6903, 13.371, 0, 0.0005, 0.0039
O, 9.6029, 14.7931, 18.8166, -0.0199, -0.0143, -0.0242
O, 4.4481, 4.0393, 17.5812, 0.0198, -0.0091, -0.0248
O, 13.1873, 6.3125, 11.1044, 0.0043, -0.0121, -0.0035
O, 7.8361, -0.8848, 13.5056, -0.0196, 0.0096, -0.0312
O, 3.826, 4.3793, 12.6855, 0.026, -0.0143, -0.0081
O, 8.5579, 12.7928, 15.1829, -0.0094, 0.0219, 0.0095
O, 9.5714, 12.3926, 20.1381, -0.006, -0.0026, -0.0078
O, 5.2798, 10.9396, 10.9752, 0.0042, -0.002, -0.0193
O, -8.8454, 13.416, 13.5422, 0.0092, -0.0153, 0.001
O, -0.1907, 5.4191, 10.9493, 0.0242, -0.0062, -0.0128
O, 6.53, 2.3179, 16.9724, 0.0125, 0.001, 0.0233
O, 8.2512, 5.5305, 22.5025, 0.0003, 0.0004, 0.0252
O, 2.6177, 10.9894, 10.5157, 0.0129, -0.0232, -0.0053
O, 0.5764, 10.5684, 17.7053, 0.0301, 0.0019, 0.0097
O, -3.6847, 10.8161, 16.6255, 0.0095, 0.0026, 0.0251
O, 11.2224, 8.4495, 14.3018, 0.0158, 0.0055, 0.0091
O, 9.075, 1.5559, 17.6351, -0.0064, 0.0067, 0.0092
O, 11.7563, 8.0892, 16.96, -0.0161, 0.0139, -0.0005
O, 2.785, 0.0474, 22.5757, 0.0008, 0, 0.0246
O, 1.141, 9.1995, 11.8452, 0.0315, 0.0092, 0.0089
O, 6.5776, 3.6265, 21.6724, -0.0018, -0.0212, 0.0119
O, 8.828, 6.2933, 17.964, -0.014, -0.0111, -0.0216
O, -3.7818, 8.4004, 17.6781, 0.0129, 0.0097, -0.0081
O, 4.0181, 9.5409, 16.2593, -0.0138, 0.0058, -0.0028
O, 0.9115, -1.6207, 21.7607, -0.0148, 0.0006, 0.0136
O, 7.909, 10.6505, 10.9113, -0.0259, -0.0075, 0.0283
O, 3.865, 13.0405, 11.4323, -0.0101, 0.0074, -0.001
O, 7.2923, 1.6054, 12.6633, 0.0261, -0.0024, -0.0149
O, 12.1883, 12.537, 15.9927, 0.0114, -0.0185, 0.0028
O, 10.9983, 6.0854, 15.5421, 0.0058, 0.0011, -0.0111
O, 2.227, 4.5792, 15.7877, 0.0012, 0.0067, -0.0076
O, 1.7307, 14.6249, 11.3177, 0.0136, 0.0202, 0.0176
O, 0.9801, 10.9742, 13.8494, 0.0238, -0.0081, 0.0033
O, 9.2452, 8.0351, 16.006, 0.0107, -0.0247, 0.0208
O, 6.1388, 8.0694, 14.4527, 0.0042, -0.0081, -0.0114
O, 6.318, 3.9384, 11.7699, -0.0068, -0.0055, 0.0084
O, 6.0077, 5.6785, 13.5714, -0.0241, 0.0092, 0.0093
O, 9.9236, 7.4489, 21.6229, 0.0019, 0.0218, 0.0166
O, 4.6879, 14.2343, 14.9485, 0.0008, -0.0054, 0.0064
O, 0.6637, 13.0486, 18.4902, -0.0254, -0.0116, -0.0066
O, 8.7044, 4.1993, 16.3084, 0.0035, 0.0127, 0.0132
O, 8.3942, -7.0459, 13.5612, 0.0023, -0.0286, 0.0013
O, -3.1777, -0.4424, 19.1794, -0.0156, -0.0064, -0.0078
O, 3.3666, 11.5843, 14.8204, -0.0261, -0.0151, -0.0064
O, 7.1256, 6.3444, 16.0008, 0.0011, 0.0076, 0.0046
O, 4.499, 17.0518, 15.6871, 0.0051, -0.0104, -0.0014
O, 4.6732, 1.7206, 21.7292, 0.0165, 0.0011, 0.0156
O, 5.6605, 2.4905, 19.4701, 0.0161, 0.0164, -0.0054
O, 5.2443, 10.1492, 18.4269, 0.0118, -0.0048, -0.0089
O, 1.1792, 5.3588, 13.3212, -0.0118, -0.0118, -0.0034
O, 4.9216, 6.1921, 11.1568, -0.0227, -0.012, 0.011
O, 6.3173, 8.75, 11.7994, 0.0136, 0.0256, 0.0194
O, 2.6543, 9.1276, 18.5488, -0.0136, 0.021, -0.0235
O, 9.2961, 10.0127, 21.1965, 0.0212, -0.0088, -0.0076
O, 7.223, 1.0453, 21.235, -0.0083, 0.0194, -0.0096
O, 5.2363, 10.2709, 13.8251, 0.0005, -0.0114, -0.0093
O, 10.7396, 3.6022, 14.802, -0.0085, 0.0246, 0.0027
O, 2.8488, -1.8437, 13.931, -0.0089, 0.0323, 0.0072
O, 10.976, 8.6534, 19.4574, 0.0042, 0.0121, -0.0055
O, 3.4925, 8.5242, 10.7906, -0.0359, 0.0045, -0.006
O, 9.542, 4.2242, 8.811, 0.0002, -0.0055, 0.0342
O, 8.6243, 3.1324, 10.9927, -0.0144, -0.002, 0.0028
O, 7.0106, 4.4733, 18.3758, 0.0031, -0.0259, -0.0161
O, 3.0032, 0.6724, 17.814, -0.019, -0.0234, -0.0067
O, 9.8006, 11.6811, 12.4286, 0.0232, -0.0241, 0.0589
H, 10.4713, 11.3969, 13.0837, -0.0453, 0.0177, -0.0486

Results
free energy: -138779.080 eV
free energy less fixed offsets of As -4857.07, H -17.10, O -569.03, Si -635.61 eV per atom: 3.670 eV

The program warned: the cutoff lies below the one the program advises for these potential files; the exchange-correlation potential is rough where the density is thin.
